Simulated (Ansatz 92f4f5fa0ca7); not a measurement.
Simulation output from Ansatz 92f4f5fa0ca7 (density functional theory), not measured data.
Periodic cell of 224 atoms, Si134O86N4, from a study of silicon, its oxide and their interface. The atomic structure is a simulated model.

Settings
functional: r2SCAN
potential files: Ansatz PAW
basis: plane waves
wave-function cutoff: 800 eV
density cutoff ratio: 5
exchange-correlation grid ratio: 1
k mesh: 1 x 1 x 1, shifted by 0.5 0.5 0 of a step
self-consistency stop: 1e-10 eV per atom in the density residual
occupations: fixed
spin: none
net charge: 0

Cell vectors (angstrom)
a  10.88  0  0
b  0  10.88  0
c  0  0  32.3759

Atoms and the computed forces on them: element, x, y, z (angstrom), force x, y, z (eV/angstrom)
Si  0.2107  -0.0061  -0.0139  -0.0239  0.0197  -0.2927
Si  2.5861  2.8499  -0.0361  -0.0053  -0.0631  -0.3463
Si  0.4149  5.1358  -0.0269  -0.0139  0.0899  -0.347
Si  2.3043  8.5189  -0.0265  0.0085  -0.0635  -0.2622
Si  5.7618  -0.1262  -0.0741  -0.0095  0.0499  -0.2269
Si  7.8358  2.9799  0.1229  0.0174  -0.0617  -0.2221
Si  5.7615  5.3093  -0.0619  0.0358  0.0817  -0.3292
Si  7.9336  8.4778  -0.038  -0.0091  -0.0857  -0.2938
Si  1.3994  1.4201  1.372  0.001  -0.0069  0.0267
Si  4.1352  4.1251  1.1845  -0.0191  -0.0168  0.0812
Si  1.3335  6.8439  1.3013  0.0038  0.0094  0.0124
Si  4.0698  9.5823  1.1429  0.0112  0.0243  0.0448
Si  6.75  1.3953  1.4256  -0.0241  -0.0058  0.0044
Si  9.5705  4.1055  1.243  -0.0125  0.0047  0.0368
Si  6.8389  6.8735  1.2956  -0.0005  0.0068  0.0378
Si  9.5009  9.6427  1.2345  0.0263  0.0196  0.0548
Si  -0.0212  2.7428  2.6717  -0.0219  -0.0032  -0.0042
Si  2.7629  0.0196  2.6331  0.0442  -0.0197  -0.0186
Si  -0.0818  8.1917  2.6126  -0.0206  -0.0415  -0.0116
Si  2.7636  5.4759  2.5909  0.008  0.0431  -0.0177
Si  5.3568  2.7577  2.6817  0.0016  -0.0328  -0.0199
Si  8.179  0.051  2.6913  -0.0036  -0.0128  -0.0151
Si  5.3865  8.1929  2.5862  -0.0123  0.0061  -0.0168
Si  8.2131  5.4903  2.6217  0.026  0.014  0.011
Si  1.3717  4.1238  3.9602  0.0103  -0.0243  0.0583
Si  4.0377  1.3851  4.0366  0.0043  0.0055  0.0209
Si  1.3537  9.5229  3.9327  -0.0173  0.0191  0.036
Si  4.0856  6.8139  3.981  0.0092  -0.0072  0.0269
Si  6.8141  4.0956  3.9503  -0.0009  0.0191  0.0406
Si  9.5355  1.3774  4.0396  -0.002  -0.0002  0.0328
Si  6.7684  9.538  3.9671  0.0108  -0.0138  0.0421
Si  9.5023  6.8402  4.026  -0.0107  0.0012  0.0119
Si  0.011  -0.0135  5.3471  0.01  0.001  0.0065
Si  2.6714  2.7314  5.3677  -0.0041  0.0114  0.0003
Si  0.0119  5.4659  5.338  -0.0078  0.019  -0.0011
Si  2.6912  8.1636  5.3072  0.0267  -0.0144  0.002
Si  5.421  0.0177  5.3438  0.0107  -0.0041  -0.002
Si  8.1463  2.728  5.3449  -0.0066  -0.0028  0.003
Si  5.4434  5.4316  5.3278  0.0057  0.0029  0.002
Si  8.1124  8.1715  5.365  0.0014  0.0096  -0.0029
Si  1.3357  1.3485  6.7266  -0.0049  -0.0079  -0.0039
Si  4.0725  4.0684  6.7004  0.0057  0.0052  -0.007
Si  1.3588  6.8224  6.6994  -0.0188  -0.0021  -0.0045
Si  4.0544  9.5088  6.667  -0.0015  0.0097  -0.0018
Si  6.7894  1.3553  6.702  0.0022  0.0025  -0.0008
Si  9.5237  4.081  6.6757  0.0048  0.0024  0.0027
Si  6.78  6.7697  6.7118  0.0028  -0.0076  -0.0042
Si  9.5113  9.523  6.7088  -0.0179  -0.0209  -0.0064
Si  -0.0394  2.7103  8.0591  0.0043  0.0032  0.0012
Si  2.7  -0.0417  8.05  -0.0063  -0.0005  0.0004
Si  -0.0206  8.1456  8.0736  0.0031  0.0102  0.0112
Si  2.7111  5.4495  8.0374  0.0148  -0.0069  0.0018
Si  5.4401  2.7054  8.0679  0.0073  0.0072  0.0026
Si  8.12  -0.0272  8.0639  0.0022  -0.0017  0.0042
Si  5.3869  8.1259  8.0233  0.0063  -0.0126  -0.0103
Si  8.162  5.399  8.0512  -0.0033  0.0035  -0.0026
Si  1.328  4.1099  9.3754  -0.0305  0.0053  -0.0156
Si  4.0964  1.2853  9.3777  0.0049  -0.0327  -0.0169
Si  1.3585  9.4787  9.4471  0.0071  0.0067  -0.0071
Si  4.0728  6.7722  9.4238  -0.011  0.0105  -0.0007
Si  6.8126  4.0589  9.4457  0.001  0.0184  -0.0148
Si  9.4474  1.3667  9.4085  -0.0133  0.0062  -0.0022
Si  6.7779  9.4067  9.3865  0.0247  -0.0058  0.0006
Si  9.4989  6.7585  9.4133  -0.0066  -0.0101  -0.0073
Si  -0.0776  -0.0187  10.7012  -0.003  -0.0008  -0.0461
Si  2.7615  2.7502  10.6097  0.0271  0.0471  -0.0274
Si  -0.0545  5.4193  10.8047  -0.0099  0.0082  -0.0112
Si  2.7031  8.0613  10.8285  -0.0307  -0.0248  -0.0157
Si  5.4159  -0.1556  10.7296  -0.0165  0.0281  -0.0105
Si  8.1144  2.6874  10.8618  0.0011  -0.0424  -0.0422
Si  5.5187  5.4996  10.7879  0.0392  -0.0008  0.0015
Si  8.0839  8.0116  10.7982  0.0087  -0.0037  -0.0103
Si  1.2995  1.4771  11.8512  -0.0654  -0.0209  0.0597
Si  4.1703  4.0613  11.9628  0.0114  -0.0401  0.0634
Si  1.3074  6.7234  12.2142  -0.0042  -0.0048  0.0049
Si  4.1269  9.3578  12.1647  0.0791  -0.04  0.0072
Si  6.7413  1.1785  12.0892  0.0148  -0.0036  0.0303
Si  9.4244  4.1473  12.2269  -0.0187  0.0865  -0.0228
Si  6.8299  6.7035  12.4093  -0.0088  0.0048  -0.0331
Si  9.4442  9.4133  12.0212  -0.0161  0.0188  0.0246
Si  0.0032  2.7813  13.3523  0.0849  -0.1077  -0.0223
Si  2.5811  -0.0235  13.0045  -0.0851  0.055  0.0802
Si  -0.1757  8.1105  13.4863  0.0413  0.026  -0.018
Si  2.7829  5.267  13.3877  -0.0509  -0.004  -0.0302
Si  5.3996  2.6112  13.3419  -0.0356  -0.0573  -0.071
Si  8.1295  -0.1907  13.4664  -0.0002  -0.0298  -0.0281
Si  5.4897  8.1288  13.8084  -0.0071  0.0285  -0.0334
Si  8.1318  5.2539  13.958  -0.0085  -0.0644  -0.0523
Si  1.7015  3.6397  14.7306  0.0796  0.0842  0.1783
Si  3.6955  1.3597  14.4399  0.0367  0.0427  0.0706
Si  1.0224  9.8871  14.408  0.0027  -0.0181  0.0617
Si  4.2313  6.3826  14.8348  -0.0171  -0.0787  0.1915
Si  7.138  3.0784  14.9457  -0.0782  0.0846  0.2594
Si  9.6503  1.2098  14.499  -0.045  -0.0677  0.2
Si  7.1085  9.3746  15.233  0.0007  0.024  0.1683
Si  9.3305  7.0597  15.1227  0.0561  0.026  0.2303
Si  -6.5828  -1.3641  20.2971  0.0055  -0.0155  0.113
Si  0.3777  6.9428  17.6971  -0.0094  -0.0017  0.1867
Si  5.6561  0.9236  16.6316  -0.0268  -0.0632  0.1933
Si  -2.0019  7.6992  19.576  -0.0053  -0.0094  0.1229
Si  13.0959  4.5037  17.5879  -0.0133  -0.0145  0.1978
Si  -5.0242  2.2568  22.9709  0.007  0.0024  0.0106
Si  5.2924  4.2169  16.7728  0.0118  0.1081  0.1619
Si  9.6168  -4.1871  22.2569  -0.018  -0.018  0.0564
Si  6.4488  6.2794  18.6108  -0.0103  0.0057  0.1472
Si  -2.1345  1.9236  22.4921  -0.0342  -0.0214  0.0314
Si  6.7899  6.9007  23.1598  -0.0008  -0.002  0.0346
Si  14.3163  0.339  22.6032  0.0106  0.0221  0.0426
Si  4.6851  4.9619  23.2887  0.0392  0.0015  0.0051
Si  -6.113  6.7088  20.9933  0.0191  0.0088  0.1038
Si  1.1705  1.2336  16.2911  -0.0714  -0.0017  0.234
Si  -2.9756  9.2709  24.7685  -0.0103  0.0115  -0.0359
Si  1.0515  1.6837  26.4197  -0.0031  -0.0124  -0.058
Si  14.271  -0.1462  18.0005  0.015  -0.0428  0.1794
Si  0.6263  12.335  21.4457  -0.0128  0.0034  0.0901
Si  2.8053  8.0243  29.3721  -0.0147  0.0208  -0.1947
Si  -0.5701  3.9453  21.0981  -0.0116  -0.0008  0.0951
Si  -0.1844  -2.5244  24.5764  -0.016  0.0127  -0.0154
Si  -1.587  1.02  27.364  0.0097  -0.0158  -0.1411
Si  2.7099  8.3762  16.5528  0.0418  0.022  0.1534
Si  6.6678  9.2226  18.2324  0.0014  -0.0564  0.2119
Si  0.477  2.5495  18.7925  -0.0512  -0.0055  0.1903
Si  -8.723  10.2216  25.1325  0.0043  -0.0041  -0.0481
Si  12.7188  5.4999  28.0454  0.0058  -0.0112  -0.0985
Si  -0.613  4.8817  29.615  -0.0135  -0.0107  -0.1619
Si  -1.3238  1.8456  30.3014  -0.0027  0.0372  -0.2314
Si  -1.4982  8.7945  27.0832  -0.002  0.011  -0.1038
Si  5.47  -4.2798  29.4145  0.0029  0.0316  -0.1933
Si  4.3147  1.5449  30.0369  0.005  -0.0079  -0.2399
Si  -3.3331  1.3546  25.0146  -0.0082  0.0028  -0.05
Si  3.0175  4.0783  25.8339  -0.0094  -0.008  -0.0574
Si  4.3818  4.0671  28.3904  -0.0255  0.0078  -0.1209
Si  -8.1503  10.7319  28.0301  -0.05  0.0105  -0.1342
Si  8.4309  7.201  29.5317  0.0129  -0.0025  -0.2097
O  -5.959  2.8951  29.3607  0.0001  -0.0406  0.0981
O  -2.9577  1.3901  26.579  0.0081  0.0044  0.0528
O  -2.2533  -3.1345  31.042  -0.0109  0.0531  0.2005
O  -0.2856  11.7106  31.0255  0.0453  -0.0357  0.1918
O  1.5101  3.9985  -0.496  0.01  -0.028  0.3157
O  -0.0278  5.7125  30.8813  0.0557  -0.0294  0.147
O  1.2504  9.6954  -0.4943  -0.0241  0.0176  0.1802
O  2.6709  7.7683  -1.4232  -0.0007  0.0109  0.1796
O  5.3486  0.7079  30.9502  0.0185  -0.0056  0.1802
O  1.6519  1.0469  27.7982  0.0316  -0.0027  0.0419
O  -0.4716  2.0493  26.7849  -0.0005  0.0028  0.039
O  8.2714  2.0404  31.2399  -0.0317  0.0058  0.1301
O  5.2728  6.0629  30.9376  0.0175  -0.0377  0.21
O  6.8151  9.5789  31.8092  0.0223  0.033  0.1524
O  6.8752  7.3282  29.1626  -0.0045  -0.0136  0.104
N  2.3884  2.1404  15.3668  0.0287  -0.0109  -0.1887
N  0.1113  11.1563  15.2954  0.0678  0.002  -0.0998
O  -2.7297  9.0106  18.9264  -0.019  0.0119  -0.0689
O  5.1316  5.0957  15.3834  -0.0139  0.0564  -0.0817
O  1.4747  4.4465  16.1394  -0.0087  -0.0624  -0.1513
N  6.0594  2.6784  16.3739  0.0167  -0.0732  -0.099
O  7.8924  -4.461  19.3364  -0.0101  0.0169  -0.0452
O  8.4333  2.0927  15.2944  0.0486  0.0416  -0.1785
O  4.7374  0.4626  15.3642  -0.0325  0.0634  -0.108
O  5.695  9.7025  19.4679  0.0207  0.0013  -0.1021
O  8.2351  8.2074  15.65  -0.0209  -0.0006  -0.125
O  10.2963  6.6312  16.4  -0.0608  -0.0002  -0.166
O  6.1857  18.5774  17.8328  0.0037  0.019  -0.0769
O  3.8394  4.3647  17.4875  0.0051  -0.0052  -0.1337
O  2.2386  -1.6942  15.2604  -0.0587  0.0373  -0.1232
O  3.7846  9.3018  17.3241  -0.024  -0.0178  -0.085
O  -6.4615  1.6115  22.6469  -0.0145  -0.0087  -0.0077
O  3.147  -0.5004  19.5475  -0.0181  0.0052  -0.0899
O  3.4074  6.9762  16.1437  0.0139  -0.0301  -0.1074
O  -0.8717  0.9879  21.9829  0.0219  0.0058  -0.0246
O  1.4166  5.7854  18.197  0.0092  0.0105  -0.0655
O  -5.5926  5.9278  19.6852  0.015  -0.0118  -0.0927
O  -4.7831  7.2693  21.7419  -0.0129  0.0014  -0.0425
O  -0.4978  5.5065  21.456  0.009  -0.0017  -0.0324
O  -3.8916  8.2734  23.9399  0.0121  -0.0056  -0.0007
O  -1.4339  -1.5265  24.2197  -0.0008  -0.0025  0.0137
O  4.6204  0.917  17.8904  0.0116  0.0318  -0.0916
O  12.2501  -2.6981  17.4174  0.0149  0.0091  -0.0883
O  11.5062  1.2957  19.8191  0.0144  0.007  -0.087
N  -4.2159  -0.6082  16.7839  0.0124  0.0291  -0.1608
O  1.9295  0.7241  22.0744  -0.002  -0.0022  -0.0268
O  10.3066  3.6041  19.4896  0.0203  -0.0014  -0.0707
O  6.4287  5.0287  17.6039  -0.0077  -0.0578  -0.0765
O  15.1643  -0.7538  21.7764  0  -0.0011  -0.0362
O  14.7709  -2.924  20.4584  0.0029  0.0107  -0.0514
O  1.8996  13.7892  25.8121  -0.0039  0.0116  0.0226
O  -9.567  8.9652  24.5547  -0.0001  0.0007  0.0044
O  -2.6507  6.185  22.9419  0.0057  0.0124  -0.031
O  -6.9055  5.7573  22.0459  -0.0163  0.0028  -0.0242
O  2.0347  0.3471  17.3224  -0.0336  0.0203  -0.1087
O  1.0789  0.5389  25.2796  0.0078  0.0032  0.0247
O  -8.9777  14.171  18.6165  0.0222  0.0096  -0.086
O  -3.6495  10.7062  24.6165  0.0033  0.0022  0.0146
O  -0.5821  7.3871  18.8975  0.02  -0.0118  -0.1069
O  6.8543  4.1516  31.8807  -0.0377  -0.0202  0.1844
O  10.1474  3.3186  29.9921  -0.0121  -0.0014  0.0985
O  3.6044  4.414  24.3636  0.0002  -0.0063  0.0132
O  8.9704  3.3731  21.8092  0.0188  0.0123  -0.0196
O  11.5568  -7.8039  21.7232  0.0012  0.0009  -0.0436
O  5.7485  16.8541  23.9899  -0.008  0.0063  0.0011
O  5.6078  14.6902  22.6215  -0.0044  0.0108  -0.009
O  -6.9237  0.5862  28.7757  0.0367  0.0289  0.1169
O  -1.8421  1.2035  28.9282  0.0165  0.0182  0.1383
O  -2.0834  -8.9692  24.1207  0.0093  0.0059  0.0143
O  -10.7475  2.0781  17.2633  0.0238  -0.0324  -0.1303
O  7.1476  12.4949  22.1684  0.0012  -0.0002  -0.0104
O  2.316  -1.3605  29.0082  0.0103  -0.0336  0.0882
O  2.2698  5.3766  26.4795  0.0101  0.0072  0.0469
O  3.0836  2.0149  31  -0.0485  0.0499  0.1624
O  4.2106  3.6052  26.8389  0.0029  -0.0014  0.059
O  -1.0763  -0.5126  27.1516  0.0034  0.0127  0.0354
O  -0.4536  18.8349  26.1431  0.0112  -0.005  0.0375
O  -7.5841  10.6018  24.0769  -0.0083  0.0004  0.0228
O  5.397  -5.5625  28.4304  0.0134  0.0162  0.0865
O  2.9105  4.5931  28.8866  0.0147  0.0034  0.0446
O  1.8748  -3.8468  28.5127  0.0081  0.0198  0.071
O  2.9386  -0.8268  26.5573  -0.0097  -0.0155  0.0523
O  11.2257  4.9616  28.3149  -0.0275  -0.0056  0.0695
O  -2.9302  8.7689  26.3147  0.0025  -0.0004  0.0383
O  6.2161  2.165  24.5688  0.001  0.0011  0.0071
O  -0.267  -3.6815  23.4415  -0.0108  -0.0001  0.0048
O  -1.6727  -3.0405  21.1689  0.0071  0.0111  -0.056
O  4.3543  -3.1733  29.0238  -0.0056  -0.0186  0.0592
O  9.2994  8.1396  28.5399  -0.0253  -0.0304  0.0968
O  -2.015  5.6449  29.3194  0.0145  0.0057  0.086

Results
free energy: -136305.211 eV
free energy less fixed offsets of N -386.36, O -570.45, Si -639.56 eV per atom: -0.031 eV

The program warned: the cutoff lies below the one the program advises for these potential files; the forces do not sum to zero within the program's tolerance; empty levels may hold ghost states of the PAW files; the exchange-correlation potential is rough where the density is thin.
